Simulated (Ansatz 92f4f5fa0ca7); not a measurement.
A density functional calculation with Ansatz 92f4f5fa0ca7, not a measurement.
Periodic cell of 213 atoms, Si129O80As4, from a study of silicon, its oxide and their interface. The atomic structure is a simulated model.
Doubt: the cutoff is far below the 930 eV that the study's wrapper takes by default for these files, so forces and energies are approximate.
This geometry differs little from another in the collection (a relaxation step or a small displacement).

Settings: functional PBE; potential files Ansatz PAW; basis plane waves; wave-function cutoff 580 eV; density cutoff ratio 5; exchange-correlation grid ratio 1; k mesh 1 x 1 x 1, Gamma-centred; self-consistency stop 5e-08 eV per atom in the density residual; occupations fixed; spin none; net charge 0.

Cell vectors (angstrom)
a	10.938	0	0
b	0	10.938	0
c	0	0	31.684

Atoms: element, x, y, z (angstrom)
Si	-0.6184	0.7529	24.2794
Si	6.0109	-0.5951	24.2622
As	2.289	3.1775	24.1511
Si	8.4442	2.4652	24.2633
As	0.4396	4.9922	24.1177
Si	5.2401	5.8092	24.2953
Si	3.3295	7.4933	24.0717
Si	7.7846	8.6019	24.4098
Si	1.2669	1.488	25.5578
Si	6.8334	1.2854	25.5185
Si	4.059	4.129	25.5325
Si	9.6134	4.0936	25.5499
Si	1.4825	6.7357	25.4547
Si	6.7888	6.9022	25.6849
Si	4.1042	9.4395	25.3734
Si	9.5793	9.6988	25.4729
Si	2.724	-0.0177	26.7767
Si	8.2135	0.0038	26.9466
Si	-0.0372	2.7627	26.988
Si	5.453	2.71	26.8444
Si	2.7612	5.4675	26.9512
Si	8.2185	5.4784	26.8887
Si	0.0364	8.2084	26.7823
Si	5.4032	8.2484	26.9717
Si	4.1018	1.3673	28.2657
Si	9.5708	1.3673	28.2657
Si	1.3673	4.1018	28.2657
Si	6.8362	4.1018	28.2657
Si	4.1018	6.8362	28.2657
Si	9.5708	6.8362	28.2657
Si	1.3673	9.5708	28.2657
Si	6.8362	9.5708	28.2657
Si	0	0	29.633
Si	5.469	0	29.633
Si	2.7345	2.7345	29.633
Si	8.2035	2.7345	29.633
Si	0	5.469	29.633
Si	5.469	5.469	29.633
Si	2.7345	8.2035	29.633
Si	8.2035	8.2035	29.633
Si	1.3673	1.3673	31.0002
Si	6.8362	1.3673	31.0002
Si	4.1018	4.1018	31.0002
Si	9.5708	4.1018	31.0002
Si	1.3673	6.8362	31.0002
Si	6.8362	6.8362	31.0002
Si	4.1018	9.5708	31.0002
Si	9.5708	9.5708	31.0002
Si	2.7345	0	0.6835
Si	8.2035	0	0.6835
Si	0	2.7345	0.6835
Si	5.469	2.7345	0.6835
Si	2.7345	5.469	0.6835
Si	8.2035	5.469	0.6835
Si	0	8.2035	0.6835
Si	5.469	8.2035	0.6835
Si	4.1018	1.3673	2.0507
Si	9.5708	1.3673	2.0507
Si	1.3673	4.1018	2.0507
Si	6.8362	4.1018	2.0507
Si	4.1018	6.8362	2.0507
Si	9.5708	6.8362	2.0507
Si	1.3673	9.5708	2.0507
Si	6.8362	9.5708	2.0507
Si	0	0	3.418
Si	5.469	0	3.418
Si	2.7345	2.7345	3.418
Si	8.2035	2.7345	3.418
Si	0	5.469	3.418
Si	5.469	5.469	3.418
Si	2.7345	8.2035	3.418
Si	8.2035	8.2035	3.418
Si	1.3912	1.337	4.6958
Si	6.8504	1.346	4.8834
Si	4.1038	4.0857	4.7508
Si	9.5868	4.0638	4.8135
Si	1.4078	6.8195	4.8294
Si	6.8176	6.8611	4.7489
Si	4.1205	9.5408	4.9012
Si	9.5359	9.6144	4.681
Si	2.6558	0.0287	6.1669
Si	8.2726	-0.093	6.2274
Si	0.0211	2.5837	6.095
Si	5.4351	2.76	6.2037
Si	2.7434	5.3642	6.2132
Si	8.2109	5.5132	6.0815
Si	0.0226	8.3541	5.9871
Si	5.5204	8.1243	6.3188
Si	3.568	1.8472	7.3959
As	10.0326	0.8918	7.5913
Si	1.748	3.5107	7.3966
Si	6.4618	4.59	7.3554
Si	4.5857	6.2111	7.4526
Si	9.2437	7.3404	7.18
As	0.9218	9.9796	7.5715
Si	7.4527	8.9603	7.5007
O	1.1537	3.6872	8.9399
O	3.9323	1.4461	8.9861
O	4.0588	6.3569	9.049
O	7.1674	4.2995	8.8492
O	7.3283	9.1331	9.1745
O	10.0273	7.0897	8.6297
O	5.7086	-0.2548	22.6607
O	8.3097	7.8265	23.0154
O	2.9165	7.6596	22.4407
O	6.1963	5.2924	23.017
O	7.7114	3.0622	22.8537
O	-0.1189	11.549	22.6927
Si	-2.3116	16.6816	14.4794
Si	-2.9536	3.326	12.944
Si	7.5897	8.4164	10.6267
Si	-1.1189	-1.1777	12.5682
Si	11.44	10.6453	16.9598
Si	-4.4122	9.2573	19.5138
Si	7.1145	4.3618	22.0309
Si	-17.1229	-0.022	21.3739
Si	-1.4278	5.7097	20.3279
Si	1.1418	4.1134	20.1099
Si	5.5586	20.0351	12.8345
Si	8.3868	-0.238	17.4887
Si	7.7223	9.7606	14.7293
Si	10.8652	7.1806	12.7646
Si	2.9494	3.8643	15.1481
Si	13.3031	8.7708	21.3697
Si	4.1481	5.4001	10.3705
Si	6.6914	4.052	10.3882
Si	-2.4057	8.3191	21.4839
Si	15.9297	6.9991	17.8335
Si	0.2685	3.8619	10.2831
Si	5.6035	2.5035	14.7552
Si	14.8169	0.6327	12.9194
Si	12.3694	-5.5984	17.3873
Si	13.049	5.3064	12.4882
Si	1.3776	12.2542	14.4855
Si	9.4425	-6.0481	17.2016
Si	-4.7041	18.1354	14.9457
Si	7.4841	2.5869	17.2647
Si	11.7701	1.3507	19.3367
Si	3.3795	2.4241	20.3793
Si	-0.2059	-0.5302	21.5468
Si	12.9988	8.1044	18.1993
Si	4.3329	13.2929	10.2785
Si	5.5409	4.1424	19.2611
Si	10.3009	-9.2563	12.2527
Si	9.6581	6.3986	10.0476
O	16.7071	-2.7284	18.5582
O	8.9605	-4.9723	16.0699
O	2.7771	4.3408	13.6014
O	3.4919	7.585	17.6334
O	-1.7022	9.7863	21.5147
O	-8.8266	13.4151	15.3781
O	2.2015	-2.7187	19.833
O	-7.5484	-0.9061	21.4425
O	13.4678	5.0232	16.2243
O	10.6999	-4.021	11.1705
O	7.0138	5.9487	14.2406
O	1.1443	15.4009	11.5074
O	7.878	4.0416	11.4838
O	5.5519	-4.2286	16.331
O	4.3421	12.5102	21.3859
O	4.2522	14.0927	19.2241
O	3.8266	1.6222	11.6285
O	2.3823	0.5182	13.4985
O	-4.9917	13.5224	10.4028
O	-1.7841	10.0426	14.0323
O	8.9224	15.1733	13.9269
O	5.1292	5.6475	18.7514
O	2.3794	14.5042	21.0626
O	-2.1899	1.9126	12.7111
O	11.1548	2.81	19.726
O	0.0909	5.1998	20.7124
O	-7.6884	6.0343	11.5687
O	-4.2911	3.511	18.2809
O	10.484	0.1217	11.8905
O	9.923	-6.1371	9.905
O	-2.2079	3.4981	16.8007
O	7.0499	8.4473	20.8244
O	5.6922	5.2603	10.8557
O	4.5413	3.5913	15.3417
O	15.7533	-9.7167	14.1284
O	8.4214	5.077	21.3549
O	6.195	8.4457	11.4771
O	6.566	2.1306	16.006
O	5.1744	7.8913	13.897
O	-1.4646	7.3172	20.6023
O	-0.2826	2.4498	10.8663
O	12.8596	4.723	18.8138
O	0.0735	4.5909	16.9445
O	12.4785	-1.4407	17.5158
O	-4.3195	10.093	13.5843
O	-5.3728	-0.4457	20.0074
O	-2.7761	1.2956	17.996
O	-3.4754	-2.7013	15.2423
O	4.3091	10.0606	12.4604
O	17.0469	4.055	20.7847
O	0.0615	0.1474	20.0985
O	7.8077	-1.1692	18.6733
O	-4.4404	-7.8272	13.543
O	0.8857	9.2419	21.8723
O	11.696	22.0018	15.4147
O	1.248	6.4174	13.3098
O	0.6927	12.0504	17.7535
O	-1.0351	10.1709	17.2094
O	11.9968	6.9138	17.6766
O	0.1319	19.713	12.8963
O	2.422	1.309	19.6791
O	9.5261	6.7653	13.5929
O	11.2184	2.0738	13.5453
O	8.7344	-1.7508	11.495
O	8.1226	6.8663	10.4191
O	-7.2748	3.8475	10.0686
O	20.1063	5.3936	18.7457
O	7.5748	-0.3101	16.0808

Results
free energy: -146930.967 eV
free energy less fixed offsets of As -4856.12, O -568.88, Si -635.61 eV per atom: -2.397 eV

Forces (eV/angstrom), in the order of the atoms: element, x, y, z
Si	-0.0038	-0.0058	0.0051
Si	-0.0059	0.0016	0.0099
As	0.0056	-0.0034	-0.0026
Si	0.009	0.0006	0.0034
As	-0.0034	0.0039	-0.0011
Si	-0.0109	-0.0026	0.0044
Si	0.0074	0.0053	-0.0028
Si	0.0062	0.002	0.0077
Si	-0.0021	0.0112	0.0073
Si	-0.0031	-0.0087	0.0044
Si	-0.0044	0.0031	0.0133
Si	0.0048	-0.0002	0.0121
Si	-0.0004	-0.0133	0.0089
Si	0.0007	0.0116	0.0038
Si	0.0091	0.0003	-0.0026
Si	-0.0093	0.0023	-0.0044
Si	-0.0054	-0.0012	0.0023
Si	-0.0009	0.0014	0.0001
Si	-0.0155	-0.0121	-0.0039
Si	0.002	0.0072	-0.002
Si	0.0144	0.0088	-0.0082
Si	-0.0023	-0.0095	0.0004
Si	0.0051	0.0031	0.0022
Si	0.0008	-0.0064	0.0011
Si	-0.1473	-0.2398	-0.5913
Si	-0.1852	-0.0567	0.6113
Si	0.0447	0.1847	0.4188
Si	-0.0098	-0.1759	-0.4177
Si	-0.0932	0.1011	0.6371
Si	0.3083	0.2299	-0.4837
Si	0.1003	-0.0631	-0.6968
Si	-0.0873	0.1632	0.3652
Si	-0.054	0.0409	-0.0112
Si	0.0782	-0.0156	0.0493
Si	-0.1008	-0.0293	-0.0116
Si	-0.0096	-0.0855	0.0523
Si	0.1318	0.0642	0.0356
Si	-0.0116	0.0535	-0.0022
Si	0.0252	-0.0695	0.0473
Si	-0.0236	0.0226	-0.0121
Si	0.0412	-0.0251	0.0246
Si	-0.037	0.0792	-0.0027
Si	0.0434	-0.0395	0.0077
Si	-0.0411	0.0341	-0.0368
Si	-0.0754	0.0527	-0.0066
Si	0.0467	-0.0496	0.0156
Si	-0.0438	0.0043	-0.0219
Si	0.011	-0.0177	0.0157
Si	0.0777	-0.0446	0.0183
Si	-0.044	0.0571	-0.0072
Si	-0.0861	0.0402	-0.0147
Si	0.0511	-0.0675	0.0129
Si	-0.0399	0.0506	-0.0116
Si	0.0633	-0.0273	0.0183
Si	0.0713	-0.085	0.0154
Si	-0.0397	0.038	-0.0183
Si	-0.0707	0.0722	0.0005
Si	0.097	-0.0068	-0.0621
Si	0.0601	-0.0051	-0.0298
Si	-0.0707	0.0243	0.0109
Si	0.0666	-0.0213	-0.0443
Si	-0.0775	0.013	0.0199
Si	-0.1231	0.0307	0.0022
Si	0.0378	-0.0719	-0.0425
Si	-0.0394	0.1502	-0.8054
Si	0.0355	-0.1189	0.7538
Si	0.1732	0.0437	-0.4934
Si	-0.0999	-0.2143	0.4167
Si	0.1105	-0.0539	0.4142
Si	-0.0983	0.0666	-0.2478
Si	0.3093	-0.0695	0.4755
Si	-0.2597	-0.0294	-0.5195
Si	0.0119	0.0084	0.0047
Si	0.0029	-0.0049	-0.0005
Si	0.0012	-0.0007	0.0062
Si	0.0032	0.0027	-0.0007
Si	-0.004	-0.0011	-0.0004
Si	0.0001	-0.0024	0.004
Si	-0.0021	0.0043	-0.0006
Si	-0.0062	-0.0097	0.0052
Si	-0.0013	0.007	-0.0036
Si	0.0044	0	-0.0077
Si	-0.0021	-0.0062	-0.0097
Si	-0.0007	0.0138	-0.0015
Si	0.0046	-0.0016	-0.0014
Si	-0.0049	0.0043	0.0041
Si	-0.0036	0.0057	-0.0061
Si	-0.0022	-0.0102	-0.0036
Si	-0.0054	-0.0119	-0.0058
As	-0.004	-0.0031	0.007
Si	0.0067	0.0082	-0.0063
Si	0.0072	-0.0033	-0.0055
Si	-0.0044	0.0029	-0.0062
Si	0.0015	-0.0115	-0.0096
As	0.0009	0.0034	0.0026
Si	0.0019	0.0062	0.0011
O	-0.0073	0.0008	0.0133
O	0.0024	0	0.001
O	0.0018	-0.0039	0.0082
O	-0.0036	0.0015	0.0018
O	-0.0038	-0.0012	0.0027
O	-0.0069	-0.0027	0.0148
O	0.0027	0.0002	-0.0027
O	0.0003	-0.0009	-0.0051
O	-0.0017	-0.0011	0.0018
O	0.002	0.0023	0.0009
O	-0.0014	-0.0007	-0.0011
O	-0.001	-0.0036	-0.0061
Si	0.0042	-0.0012	0.0005
Si	0.0009	0.0032	-0.0025
Si	0.0008	0.0027	0.0046
Si	0.0006	0.005	-0.0008
Si	0.0017	0.0015	0.0041
Si	-0.0032	-0.0002	-0.0115
Si	0.0034	0.002	-0.0123
Si	-0.001	0.0071	-0.0026
Si	0.0026	-0.0008	0.0024
Si	0.0021	0.0024	0.0034
Si	0.001	-0.0005	0.0009
Si	-0.0082	0.0034	-0.0003
Si	0.004	-0.0027	0.0089
Si	-0.0138	0.0177	-0.0019
Si	0.0011	0.0004	0.0026
Si	-0.0045	0.0033	-0.0044
Si	0.0043	0.0048	0.0022
Si	0.0002	0.0026	-0.0018
Si	0.0021	-0.003	0.0022
Si	0.0002	0.0044	0.0059
Si	-0.0048	-0.0034	0.0006
Si	-0.0012	-0.0001	-0.0005
Si	-0.0006	0.0034	0
Si	0.003	0.0027	0.0031
Si	0.0021	-0.001	-0.0021
Si	0.0006	-0.0012	0.0002
Si	-0.0002	-0.0007	-0.0017
Si	0.0014	0.0032	-0.0021
Si	-0.0003	0.0045	0.0032
Si	-0.0003	0.0008	0.0016
Si	0.002	0.0014	0.0081
Si	0.0033	-0.0014	-0.0008
Si	-0.0014	0.002	0.0038
Si	-0.0004	-0.0028	0.0044
Si	-0.0007	-0.0033	0.0005
Si	-0.0025	-0.0015	-0.0031
Si	0.0108	-0.0074	-0.0036
O	0.0051	0.0136	0.0134
O	0.0001	-0.0044	-0.002
O	-0.0013	0.0009	0.0008
O	0.0023	-0.0034	-0.0001
O	0.0046	0.0012	0.0029
O	-0.0014	0.0008	-0.0002
O	0.0011	0.0017	0.0058
O	-0.0035	-0.0045	0.0008
O	-0.0021	0.0021	0.0015
O	-0.0095	-0.0066	0.0114
O	-0.0007	0.0003	0.0032
O	0.0003	-0.0006	-0.0029
O	-0.003	0.0013	0.0004
O	-0.0005	0.0011	0.0005
O	0.0009	-0.0014	0
O	0.0044	0.0035	-0.0005
O	-0.0006	0.0013	0.0005
O	-0.0003	0.0007	0.0022
O	0.0022	0.0005	0.0017
O	-0.0044	-0.0016	0.0033
O	-0.001	0.0063	0.0027
O	0.0008	0.0007	0.0008
O	0.0002	0.0012	-0.0011
O	0.0044	0.0003	0.0013
O	0.0007	-0.0008	-0.0004
O	-0.0014	-0.0003	-0.0023
O	0.0012	-0.002	-0.0027
O	0.0035	-0.0014	-0.0035
O	-0.0037	0.0006	0.0061
O	0.0046	0.0206	-0.0008
O	-0.0076	-0.0025	0.0047
O	-0.0001	0.0017	-0.0036
O	-0.0079	-0.0021	-0.0009
O	0.0003	0.0009	0.0002
O	0.0005	0.0033	0.0004
O	-0.0037	-0.0026	0.0046
O	0.0017	0.0005	0.0009
O	0.0013	0.003	0.0044
O	0.0005	0.0014	0.0016
O	-0.0033	0.0032	0.0033
O	0.0023	0.0077	0.0002
O	-0.0018	0.0019	-0.0027
O	-0.0032	0.0014	0.0018
O	-0.001	0.0008	0.0002
O	-0.0004	-0.0017	0.001
O	0.0084	-0.0101	-0.0032
O	-0.0029	-0.0053	-0.0043
O	-0.0001	0.0176	-0.0014
O	0.0006	-0.0001	0.0013
O	0.0019	0.0008	0.0041
O	0.0003	-0.0007	0.0055
O	-0.0113	0.0008	-0.0021
O	0.0002	0.0007	0.0029
O	0.0017	0.0035	0.0006
O	-0.0002	0.001	0.0003
O	-0.0015	0.0017	0.0017
O	0.0008	-0.003	-0.0006
O	-0.004	0.0022	0.0027
O	0.0008	-0.0028	0.0004
O	-0.0053	-0.0272	-0.0032
O	-0.0003	-0.0006	-0.0007
O	0.0177	0.0059	-0.0058
O	0	-0.001	-0.0002
O	-0.0033	-0.0038	-0.0014
O	-0.0005	0.0002	0
O	-0.0013	0.0018	0.0006
O	0.0003	-0.001	-0.001
O	0.0112	-0.0045	0.0031

The program warned: the cutoff lies below the one the program advises for these potential files; the forces do not sum to zero within the program's tolerance; the exchange-correlation potential is rough where the density is thin.
